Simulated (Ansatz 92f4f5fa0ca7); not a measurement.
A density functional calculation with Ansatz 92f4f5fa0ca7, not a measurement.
Periodic cell of 153 atoms, Si99O54, from a study of silicon, its oxide and their interface. The atomic structure is a simulated model.

Settings: functional r2SCAN; potential files Ansatz norm-conserving; basis plane waves; wave-function cutoff 1300 eV; density cutoff ratio 4; exchange-correlation grid ratio 1; k mesh 2 x 2 x 1, shifted by 0.5 0.5 0.5 of a step; self-consistency stop 5e-08 eV per atom in the density residual; occupations Fermi-Dirac, 0.05 eV; spin none; net charge 0.

Cell vectors (angstrom)
a, 11.54, 0, 0
b, 0, 11.54, 0
c, 0, 0, 19.8527

Atoms: element, x, y, z (angstrom)
Si, 0.0614, -0.0793, 0.7622
Si, 1.3539, 1.4514, -1.1156
Si, 0.5254, 6.7533, -0.0254
Si, 4.255, -1.5931, -0.3519
Si, 3.924, 2.5614, -1.2876
Si, 4.0234, 6.9589, -0.4744
Si, 8.0293, -0.4495, -0.3265
Si, 8.3744, 4.0728, -0.595
Si, 8.2007, 6.2943, -1.008
Si, 2.3954, -0.301, 0.363
Si, 2.2047, 3.2833, 0.0709
Si, 2.5346, 6.7288, 1.2974
Si, 6.3038, -1.7293, 0.6772
Si, 4.85, 3.4535, 2.69
Si, 6.3732, 6.3778, 0.458
Si, 9.176, 0.3188, 1.6966
Si, 9.658, 4.0051, 1.6393
Si, 10.0883, 7.7675, 1.0256
Si, 2.3756, 2.2883, 2.537
Si, 1.821, 6.6023, 3.8719
Si, 1.8603, 8.6049, 2.7099
Si, 5.4887, 1.3146, 2.6701
Si, 5.6573, 5.6738, 2.5105
Si, 6.0299, 10.538, 3.0682
Si, 10.0003, 2.2343, 2.8599
Si, 9.7649, 6.0595, 2.5353
Si, 9.53, 10.0334, 3.1877
Si, 0.5052, 1.9867, 3.9701
Si, -0.4475, 5.6065, 4.294
Si, 0.2876, 9.2894, 4.2036
Si, 4.0806, 2.0015, 4.3844
Si, 4.2245, 6.3204, 4.6034
Si, 3.8562, 9.8349, 3.7385
Si, 7.3253, 2.1836, 4.0297
Si, 7.6426, 6.4638, 3.6832
Si, 8.11, 10.4791, 4.7893
Si, 0.5781, -0.0657, 5.0045
Si, -0.2901, 3.5918, 5.1418
Si, 0.0216, 7.246, 5.8859
Si, 3.6217, 0.0862, 5.5632
Si, 4.1305, 4.3184, 6.0679
Si, 4.0253, 8.2524, 5.3931
Si, 7.5976, 0.7236, 6.0461
Si, 7.6739, 4.4037, 4.9542
Si, 7.9734, 8.2717, 5.3376
Si, 1.4156, -0.4064, 6.9274
Si, 2.5386, 3.1151, 7.1657
Si, 2.2322, 7.5895, 6.8658
Si, 5.2998, -1.2552, 6.6239
Si, 6.3974, 4.2857, 6.9978
Si, 5.3039, 7.0075, 6.7824
Si, 10.1194, -0.5255, 6.1399
Si, 9.2482, 3.8909, 6.601
Si, 9.3638, 7.3213, 6.9296
Si, 1.5196, 1.4565, 8.3919
Si, 1.8963, 5.6051, 8.1054
Si, 0.9818, 9.2761, 8.26
Si, 6.6212, 0.3523, 7.9972
Si, 5.2309, 4.7137, 8.96
Si, 5.2654, 8.4664, 8.5444
Si, 7.5634, 2.4969, 7.7436
Si, 9.3434, 5.5372, 8.1849
Si, 9.8783, 9.6413, 7.9783
Si, 0.3476, 2.0459, 10.3771
Si, -0.0615, 5.8526, 9.6042
Si, 5.6684, 10.6923, 13.8025
Si, 4.5813, 1.6826, 8.3368
Si, 3.3177, 5.0733, 10.0767
Si, 3.7368, 9.215, 10.3334
Si, 9.2379, 2.145, 9.4727
Si, 6.9677, 5.5267, 10.2077
Si, 7.5671, 9.569, 8.7327
Si, 4.1209, 2.7173, 12.4803
Si, 0.6648, 4.2551, 11.3117
Si, -0.5879, 7.945, 11.5733
Si, 5.2661, 0.3258, 11.5473
Si, 5.4426, 2.583, 10.3437
Si, 3.3486, 7.103, 12.5387
Si, 7.9016, 0.3869, 10.1863
Si, 7.4215, 3.3796, 11.6122
Si, 8.0508, 7.9824, 11.7277
Si, 0.5773, -7.6716, 16.9264
Si, -0.1177, 3.3966, 13.9258
Si, 2.2192, -1.2347, 17.5516
Si, 3.7661, 4.8041, 16.8013
Si, 7.5369, 9.0059, 14.015
Si, 8.8043, -1.6374, 11.3201
Si, 13.717, 1.5546, 12.6251
Si, 12.0401, 8.4885, 16.9098
Si, 0.054, -0.5704, 18.3682
Si, 8.2434, 3.1907, 13.9839
Si, 9.0573, 10.5213, 16.5353
Si, 7.6928, 6.0363, 15.4398
Si, 0.6763, 8.0859, 14.1897
Si, 2.6844, 10.4832, 14.5142
Si, 7.2589, 0.9027, 15.878
Si, -0.1654, 3.7381, 19.8574
Si, 4.7427, 5.0833, 14.501
Si, 6.8692, 1.8259, 18.8491
O, 0.0749, -3.851, -4.2727
O, 8.7522, -0.6255, -1.801
O, 3.0379, 0.7767, 1.7382
O, -2.0389, 8.7981, 1.8813
O, 3.9212, 6.062, -1.8621
O, -1.2424, -2.0514, -3.1837
O, 0.3824, 4.0385, -4.5169
O, 6.6232, -3.5263, 0.7367
O, 16.2729, 6.2721, -6.4799
O, 5.1892, 1.8553, -0.7084
O, 6.1754, 5.4918, -4.574
O, 7.6959, 3.073, -1.7515
O, 9.0335, 0.4396, -3.8426
O, 9.2426, 7.3403, -0.387
O, 12.7144, 2.2545, -2.6305
O, 11.1562, 4.4408, -1.8843
O, 2.5398, 0.0656, 13.2277
O, -1.732, 3.0394, 13.9958
O, 0.3781, 7.5434, 10.371
O, 0.0936, 4.6024, 12.864
O, 2.3478, 9.0852, 9.5833
O, 11.6756, -4.1508, 18.1317
O, 4.2146, -1.7454, 14.1518
O, 8.528, -1.5544, 13.0388
O, 7.0379, 2.4774, 14.9457
O, -0.769, 1.29, 9.4127
O, 9.0555, 14.657, 10.9378
O, 1.3073, 9.586, 14.1037
O, 13.4908, -4.3523, 13.4262
O, 3.936, 8.4223, 11.8882
O, 3.1202, 6.2784, 11.1646
O, 8.6236, 4.7658, 14.9375
O, 10.9387, 7.9839, 13.2911
O, 4.373, 10.7479, 10.589
O, 7.9807, 3.5698, 20.6851
O, -2.0179, -4.5425, 11.457
O, 1.9897, -2.6769, 16.8537
O, 7.9627, 5.6607, 8.9687
O, -3.7179, 6.5224, 17.2214
O, 7.8505, 7.4453, 14.4281
O, 6.6808, 0.8687, 17.4151
O, 13.7018, 15.2196, 21.7133
O, 10.4629, 9.6131, 11.1984
O, 4.6019, 3.4563, 17.26
O, 12.7894, 0.9931, 11.3195
O, 13.8552, -0.4949, 16.1299
O, 13.7611, 15.335, 10.6604
O, 3.919, -3.018, 18.6348
O, -4.1796, 6.6019, 11.6077
O, 4.2732, 3.7266, 13.5786
O, 2.1914, 4.3598, 16.8359
O, 0.9966, 2.2407, 13.7711
O, 6.2201, 11.6751, 14.9357
O, -3.5705, -1.8271, 15.7435

Results
free energy: -36645.587 eV
free energy less fixed offsets of O -463.61, Si -117.95 eV per atom: 66.403 eV
pressure: -2.86 GPa
stress xx, yy, zz, yz, xz, xy (GPa, positive in tension): 3.63, 0.74, 4.21, 0.14, 0.02, -0.82

Forces (eV/angstrom), in the order of the atoms: element, x, y, z
Si, -0.7426, 0.2635, 0.4836
Si, 0.1609, 0.0167, -1.5172
Si, -1.2479, 1.3444, -1.6846
Si, -1.9084, -0.0178, -1.8174
Si, -0.7228, 0.6153, -2.7054
Si, 1.84, -0.1965, -2.314
Si, 0.181, 2.0741, -0.2785
Si, 1.7361, -0.0726, -2.8725
Si, -0.3659, 0.1385, -2.9969
Si, 0.4428, 1.2268, 1.7269
Si, -1.1548, 1.8101, 1.4607
Si, -0.9927, 0.2656, 0.5548
Si, 0.6333, -2.9303, 1.2985
Si, 0.2931, 0.9177, -0.0712
Si, -2.7006, 2.3991, -0.7853
Si, 1.6726, -0.5287, -0.6048
Si, -1.3044, 0.1537, -1.7681
Si, 3.1155, -6.468, -4.8279
Si, 1.811, -4.9436, 2.4614
Si, 0.5668, -1.1788, -0.7686
Si, 1.4215, 0.742, -0.9451
Si, 1.4162, -1.2614, 0.2483
Si, 0.0096, 0.0305, 1.7915
Si, 0.3001, 0.0282, -0.9909
Si, -1.2336, -2.0102, 1.1553
Si, -1.3936, 0.0749, 0.3764
Si, 2.6642, -1.3765, -2.3801
Si, 0.5119, -1.6889, -1.8671
Si, 1.8035, 1.2622, -0.4727
Si, -2.3048, 0.1969, 0.1084
Si, -0.7583, 1.4486, 0.0227
Si, -0.6061, -4.2415, -2.4239
Si, -0.8991, 0.7096, 0.0369
Si, 1.093, 0.2517, 0.3754
Si, 0.2939, -0.7173, 0.4194
Si, -1.3678, -1.2581, -0.0126
Si, -1.3768, -0.3413, -1.6552
Si, -0.7419, 0.7254, 2.9357
Si, -0.4469, 1.2272, -0.7091
Si, -0.5616, -1.4567, 0.5027
Si, 1.0145, -0.4448, -1.0363
Si, -0.736, 3.1586, 1.451
Si, 1.4398, 1.3931, -1.3218
Si, -0.1995, 0.5966, -0.2049
Si, -1.2343, -1.8388, 0.0952
Si, 2.459, 1.0276, 2.3738
Si, -0.8455, 1.4505, 0.2912
Si, -1.4553, 0.062, 0.1044
Si, 0.2196, -0.6025, 0.8262
Si, -1.8238, 0.8764, -1.257
Si, 1.9501, -0.9604, 0.4813
Si, -1.505, 0.8655, -0.0355
Si, 0.7556, -1.2299, -1.0061
Si, 1.4468, 3.1574, -0.8861
Si, 1.7466, 0.465, -0.7026
Si, 0.2132, -1.1051, 0.938
Si, 1.8862, -1.1633, 1.1779
Si, -0.8976, -1.3772, 1.6745
Si, 0.2044, -0.114, 0.6997
Si, 0.5167, 1.3807, 0.6053
Si, 1.6563, 0.107, 0.1688
Si, 2.4194, -0.1416, 1.1638
Si, 0.0298, -1.3481, 0.0478
Si, 2.3925, -0.9036, -0.353
Si, 0.8271, 1.133, -0.0322
Si, -0.8706, -2.7524, -1.145
Si, -0.8835, -0.0172, -0.337
Si, -2.779, 0.1579, -0.6894
Si, 1.9134, 0.0461, 1.3947
Si, -0.7819, -0.3923, 1.8927
Si, -0.0034, 0.0358, 4.4102
Si, 0.2302, 0.6609, 0.141
Si, 0.8746, -3.5376, -5.8267
Si, -1.0905, -0.1698, -1.7066
Si, -4.7239, 1.9089, 1.3406
Si, 0.4333, -1.2707, -0.1323
Si, -0.104, 0.4666, 1.8523
Si, 1.2161, -1.7613, 1.5291
Si, -1.4971, -2.2817, 1.1683
Si, 1.4863, 1.0167, -1.0679
Si, 1.3951, -4.6633, -0.1729
Si, 5.564, -2.4822, -2.888
Si, -0.3662, 0.2357, 2.612
Si, 0.9233, 1.6897, 1.1504
Si, -1.6424, 1.2221, 0.2801
Si, 0.4965, 2.1031, 2.4754
Si, 1.5594, 4.1488, 0.2281
Si, -3.5981, -2.3342, 1.7988
Si, -7.1179, -2.6968, 2.2899
Si, 0.833, -0.3266, 0.0583
Si, -1.9626, 3.233, 2.3179
Si, 1.388, -3.9711, 0.2252
Si, 0.5096, 0.5723, 0.6181
Si, 3.029, 0.2329, -2.0554
Si, -1.3261, 0.742, -1.1866
Si, 1.3982, 2.3405, 0.1767
Si, -0.0637, 2.1428, -2.4934
Si, 0.2905, 1.3087, 1.7471
Si, -1.1164, -3.7717, -2.182
O, 1.1387, -0.9275, 0.703
O, -0.9247, -0.6774, 4.3545
O, -1.5354, 1.4143, -0.6465
O, -3.2144, 6.7374, 4.3807
O, -0.4097, -1.6891, -1.3068
O, 3.256, -0.0679, 0.526
O, -2.2076, -0.0861, -0.0016
O, 0.0178, 3.0438, 0.1087
O, -3.5904, 1.292, -0.8556
O, 3.2295, -0.1942, 1.6757
O, -0.9026, -0.6617, -0.6807
O, -0.0326, 0.8501, 2.0614
O, -3.1598, 4.5444, -2.909
O, -0.2026, 0.5761, 0.6157
O, -1.8287, 0.16, 1.781
O, -1.5795, -0.1204, 3.0959
O, 0.6303, -0.0752, 2.3652
O, 3.0933, -2.2713, -0.9853
O, -0.357, -2.6447, -0.3834
O, 1.2641, -0.3138, -2.5141
O, -1.7665, 1.0694, -0.9165
O, 1.6169, 0.6933, 1.2252
O, -1.2085, 2.4171, 1.6634
O, 0.9307, 0.5633, -0.0924
O, 3.1751, -1.9917, 0.657
O, -2.6704, 1.6104, 1.0311
O, -0.4916, -1.0157, -1.5241
O, 1.776, 0.295, 1.1429
O, 0.4635, 0.1699, 0.2161
O, -0.2685, 2.5274, -2.1377
O, -0.2584, -1.6116, 0.1156
O, -1.9102, 0.7697, -0.239
O, 0.3079, -0.328, -3.9993
O, -0.147, -0.1663, 0.8197
O, 0.2941, -0.2556, 2.6828
O, 2.1729, 3.1618, -0.0232
O, 2.0374, -1.3258, -0.2572
O, 0.0224, 0.2987, 0.815
O, 0.4377, -0.8854, -1.4097
O, -0.0246, -1.7303, 1.565
O, 0.4048, 1.0337, -1.5388
O, -0.4919, 0.802, -3.1765
O, -0.5018, -1.9112, 0.3905
O, -0.911, -0.0712, 1.4978
O, -0.0579, 1.6315, 0.7288
O, 2.0228, 1.0736, -4.1703
O, 0.26, 2.1239, 1.3859
O, 0.8115, -0.6927, 2.3076
O, -4.924, -3.4466, -3.1577
O, 1.5569, 3.937, 4.7803
O, 0.5683, 1.7483, 0.9189
O, 1.2822, -1.1777, -2.6949
O, -0.4241, -0.1551, 0.2539
O, -2.0001, -1.5651, -2.8282
